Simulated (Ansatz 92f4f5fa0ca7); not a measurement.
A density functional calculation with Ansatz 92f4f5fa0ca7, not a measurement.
Periodic cell of 214 atoms, Si131O81P2, from a study of silicon, its oxide and their interface. The atomic structure is a simulated model.
Doubt: the cutoff is far below the 930 eV that the study's wrapper takes by default for these files, so forces and energies are approximate.
This geometry differs little from another in the collection (a relaxation step or a small displacement).

Settings
functional: PBE
potential files: Ansatz PAW
basis: plane waves
wave-function cutoff: 580 eV
density cutoff ratio: 5
exchange-correlation grid ratio: 1
k mesh: 1 x 1 x 1, Gamma-centred
self-consistency stop: 5e-08 eV per atom in the density residual
occupations: fixed
spin: none
net charge: 0

Cell vectors (angstrom)
a  10.938  0  0
b  0  10.938  0
c  0  0  31.5432

Atoms and the computed forces on them: element, x, y, z (angstrom), force x, y, z (eV/angstrom)
Si  10.3726  0.4754  24.1904  0.009  0.0565  -0.0786
Si  6.1081  10.4063  24.226  -0.0909  0.057  0.0016
Si  2.0824  3.2657  24.0618  -0.0235  0.0252  -0.0575
Si  8.7123  2.2454  24.2709  0.0168  -0.0249  0.0297
Si  0.4526  5.1022  24.1095  -0.0274  -0.0154  -0.0125
Si  5.0933  5.9193  24.1943  -0.091  -0.0576  -0.0896
Si  3.3959  7.6337  24.1535  0.0215  0.0316  0.0375
P  7.7201  8.6808  24.1196  0.0015  -0.0032  -0.0004
Si  1.2716  1.4376  25.366  -0.0432  -0.0595  0.0181
Si  6.9384  1.2955  25.4922  0.0609  -0.022  -0.008
Si  4.0102  4.111  25.2885  0.0631  0.0271  0.0183
Si  9.6441  4.1089  25.3822  -0.0122  -0.0015  0.0001
Si  1.4698  6.824  25.3402  0.0324  0.0181  -0.0186
Si  6.8071  7.0064  25.4287  0.0469  -0.0742  0.0131
Si  4.2057  9.5091  25.3573  0.0321  -0.0354  0.0054
Si  9.3923  9.6147  25.4105  0.0879  -0.0166  -0.0113
Si  2.7415  0.0135  26.6048  0.0421  -0.0043  0.0579
Si  8.2312  -0.0025  26.9621  -0.1041  0.0219  -0.1583
Si  -0.0086  2.7565  26.8627  -0.0125  0.0337  -0.1458
Si  5.4337  2.7284  26.634  -0.022  -0.023  0.0587
Si  2.7412  5.452  26.8103  -0.0407  -0.0128  -0.1015
Si  8.2119  5.5195  26.6509  0.0386  -0.0148  0.0463
Si  -0.0121  8.2156  26.6096  -0.0161  -0.055  0.056
Si  5.4465  8.2023  26.9043  -0.032  0.1326  -0.0987
Si  4.0925  1.3631  28.055  0  -0.0136  -0.0264
Si  9.5786  1.4057  28.2162  0.0728  -0.0096  0.1998
Si  1.373  4.1082  28.1675  0.0284  0.0438  0.1976
Si  6.8129  4.1208  28.0287  -0.0137  0.0334  -0.0726
Si  4.0673  6.8244  28.1835  0.057  -0.0835  0.0965
Si  9.5997  6.8388  28.0667  -0.0162  0.0253  -0.0467
Si  1.3596  9.5887  28.0221  0.0037  0.0307  -0.0623
Si  6.8272  9.5668  28.2236  -0.0125  -0.0709  0.1727
Si  0.0229  -0.0073  29.4901  -0.0107  0.0072  0.0123
Si  5.4431  0.0232  29.5062  -0.0136  0.0231  -0.0697
Si  2.7467  2.7225  29.4876  0.0104  -0.0158  -0.0207
Si  8.1666  2.7774  29.4911  -0.0246  0.0013  -0.0169
Si  -0.0053  5.4808  29.4996  0.0044  -0.001  -0.0627
Si  5.4755  5.4598  29.4865  -0.0144  -0.0023  0.0168
Si  2.6993  8.2235  29.4795  -0.0362  0.0617  0.0048
Si  8.2294  8.1789  29.5022  0.0071  0.0032  -0.038
Si  1.3673  1.3673  30.8594  0.1861  -0.08  0.049
Si  6.8362  1.3673  30.8594  -0.17  0.1583  -0.0327
Si  4.1018  4.1018  30.8594  0.117  -0.1397  -0.0017
Si  9.5708  4.1018  30.8594  -0.1328  0.1596  -0.038
Si  1.3673  6.8362  30.8594  -0.1219  0.134  -0.0113
Si  6.8362  6.8362  30.8594  0.0877  -0.1736  0.0269
Si  4.1018  9.5708  30.8594  -0.2056  0.0674  -0.0751
Si  9.5708  9.5708  30.8594  0.1575  -0.0671  0.0142
Si  2.7345  0  0.6835  0.0787  -0.0836  0.0762
Si  8.2035  0  0.6835  -0.1523  0.0548  -0.0294
Si  0  2.7345  0.6835  -0.1683  0.1131  -0.0081
Si  5.469  2.7345  0.6835  0.0486  -0.1182  0.0633
Si  2.7345  5.469  0.6835  -0.1456  0.1126  -0.0205
Si  8.2035  5.469  0.6835  0.0987  -0.1328  0.1089
Si  0  8.2035  0.6835  0.1257  -0.1309  0.0712
Si  5.469  8.2035  0.6835  -0.0501  0.1175  -0.0169
Si  4.1111  1.3537  2.0534  0.0002  -0.0084  0.0267
Si  9.5409  1.3854  2.0427  -0.0032  -0.0193  0.0156
Si  1.3329  4.1315  2.0575  -0.0011  -0.0044  -0.0111
Si  6.8488  4.0779  2.0516  -0.0034  -0.0056  0.0453
Si  4.0797  6.8585  2.041  0.0164  -0.002  0.0173
Si  9.5845  6.822  2.052  0.0092  -0.0135  0.0164
Si  1.3734  9.5632  2.0524  0.0148  -0.0163  0.0426
Si  6.8298  9.5741  2.0683  -0.0177  0.0117  -0.0173
Si  -0.0413  -0.0106  3.3567  -0.0721  0.013  -0.1707
Si  5.4604  -0.0078  3.4829  0.0089  -0.0114  0.0408
Si  2.6985  2.7242  3.3565  -0.0365  -0.0099  -0.2092
Si  8.1813  2.7039  3.4907  0.0178  -0.0326  0.0319
Si  -0.0279  5.474  3.5068  0.0013  -0.0026  0.0537
Si  5.4572  5.4709  3.3435  -0.0223  0.0449  -0.2157
Si  2.7333  8.2085  3.4776  0.017  -0.0138  0.0288
Si  8.2198  8.1851  3.3912  0.0221  0.0275  -0.1247
Si  1.2884  1.3729  4.6693  0.0253  -0.0218  0.1359
Si  6.8382  1.3076  4.9173  0.0033  0.0115  -0.0668
Si  4.0603  4.1204  4.6371  0.033  -0.0056  0.1578
Si  9.5299  4.0675  4.8988  -0.0085  0.0224  -0.0599
Si  1.3537  6.8732  4.8911  -0.0214  0.0108  -0.0581
Si  6.8324  6.8065  4.6845  0.0045  -0.0176  0.1321
Si  4.1034  9.5666  4.8942  -0.0131  0.0039  -0.066
Si  9.5686  9.5716  4.7455  0.0152  -0.0107  0.0806
Si  2.6141  0.0454  6.1009  0.0043  0.0315  0.0335
Si  8.2261  -0.128  6.2713  -0.0105  0.0045  -0.0025
Si  -0.0221  2.6535  6.1967  -0.0173  -0.0005  0.0005
Si  5.3764  2.7739  6.069  -0.0262  0.0037  0.0259
Si  2.7489  5.4328  6.1303  0.0005  0.0131  -0.0104
Si  8.0919  5.4435  6.1813  0.0095  0.0178  0.0165
Si  -0.0049  8.3026  6.2291  -0.0072  0.0014  0.0143
Si  5.5619  8.1541  6.1561  -0.003  -0.0018  0.0057
Si  3.4705  1.9482  7.173  0.0322  -0.0371  -0.0166
Si  10.0223  0.8348  7.471  0.0096  -0.0117  0.0302
Si  1.7694  3.6636  7.3422  0.0096  0.0017  0.035
Si  6.2073  4.5317  7.3827  0.0011  -0.012  0.0011
Si  4.6316  6.3104  7.2521  0.0061  0.0004  0.0257
Si  9.1652  7.1956  7.3219  0.0012  -0.011  0.0015
Si  0.8924  10.1601  7.5198  0.0039  -0.0067  -0.0066
Si  7.4078  8.8914  7.4907  0.0233  -0.0125  0.0067
O  4.552  6.5986  8.8801  0.0012  -0.0025  -0.0039
O  1.3994  3.9931  8.9334  -0.0057  0.0007  -0.0213
O  9.7663  6.5542  8.7336  0.0025  0.0016  0.0009
O  1.3077  10.1046  9.1501  -0.0004  0.0014  0.0035
O  6.0789  4.2269  9.0242  0.0011  -0.0016  0.0003
O  3.7139  1.6153  8.7601  0.0054  0.0034  0.0346
O  7.1365  8.9681  9.1414  0.0034  0.0046  0.002
O  9.658  1.0838  9.0755  0.0021  0.0019  -0.017
O  8.2559  2.5905  22.7295  -0.0106  0.0068  -0.0244
O  10.9116  5.6887  22.6167  0.0029  0.0067  -0.005
O  5.7913  -0.0285  22.675  0.01  0.0112  -0.0307
O  5.4456  5.5085  22.6225  0.0357  0.0168  0.008
O  2.1316  2.841  22.455  0.0106  -0.0098  0.011
O  3.3923  7.8542  22.5027  -0.0049  0.0085  -0.0372
O  -0.293  11.0976  22.5782  0.0112  -0.0056  0.0378
Si  2.1764  2.9512  12.8767  -0.0026  -0.0094  0.0013
Si  8.6907  1.3132  10.362  -0.0095  0.0023  0.004
Si  1.1091  4.4963  15.332  0.0038  -0.004  0.0013
Si  7.563  5.5843  12.1881  -0.0039  0.0038  -0.004
Si  2.4834  8.1595  21.1934  0.0218  -0.014  0.0272
Si  5.4331  7.7874  12.4684  0.0028  -0.0005  -0.0018
Si  9.2969  0.4492  15.513  -0.0004  -0.0013  -0.0029
Si  2.9643  -0.0435  16.6694  -0.0033  0.0024  -0.0024
Si  10.4773  1.1514  12.6116  0.0108  -0.0065  0.0099
Si  7.793  2.8328  21.2071  0.0144  0.008  0.0263
Si  9.1589  8.7767  14.4702  -0.0009  0.0032  -0.0001
Si  1.4771  4.774  10.3614  0.0017  0.0007  0.0017
Si  4.5523  9.4761  19.1376  -0.0114  0.0004  0.0027
Si  11.1096  6.1236  21.0524  0.0383  -0.0106  0.0251
Si  6.65  10.4462  14.8502  0.0114  0.0042  0.0036
Si  5.4539  0.6873  21.2536  0.0026  -0.0233  0.0208
Si  2.35  9.8108  10.3833  0.0017  0.0101  -0.0008
Si  0.5008  10.5908  21.2547  0.0051  0.0152  0.0519
Si  5.9698  5.3404  21.1001  -0.0105  0.0157  0.0505
Si  3.6436  7.0851  10.114  -0.0067  -0.0081  0.0023
Si  9.0934  5.6829  14.815  0.004  0.0021  -0.0014
Si  3.7448  4.1102  19.0995  -0.0107  -0.0005  0.0204
Si  10.0805  3.6461  19.3193  0.0019  -0.0007  0.0064
Si  4.2891  8.6656  15.3625  0.0008  0.0057  -0.0013
Si  0.4981  1.913  17.1599  0.0014  0  -0.0012
Si  6.9417  7.5614  19.1647  -0.0027  -0.0041  0.0146
Si  5.3252  3.6255  16.7341  0.001  -0.0016  -0.0053
Si  7.8566  4.9856  17.4924  0.0055  0.0013  0.008
Si  6.6683  9.9278  10.3754  -0.0134  0.0071  0
Si  4.3832  1.0591  10.1031  -0.0055  0.0086  -0.0181
Si  -0.0209  9.0822  11.9113  -0.0015  0.0041  0.0025
P  9.2361  8.7021  20.791  0.0168  -0.0049  -0.0237
Si  4.5863  1.6641  14.5754  0.0001  -0.0035  -0.0008
Si  2.5341  2.073  21.0775  0.003  0.0042  0.0187
Si  6.3374  3.3461  10.3707  0.0078  -0.0037  -0.0037
Si  3.479  5.9137  16.7295  0.0026  0.002  0.0112
Si  9.8887  6.5351  10.348  0.0017  -0.0044  -0.0019
O  0.1879  2.6192  18.5965  0.0027  -0.0013  -0.0013
O  2.9618  9.6353  15.588  0.004  -0.0008  -0.0012
O  10.9197  4.7643  20.1704  -0.0064  0.0045  -0.0027
O  7.5869  2.4118  9.9325  0.0066  0.0053  0.0125
O  10.9258  5.3352  10.8006  0.002  0.0004  -0.007
O  6.6161  6.7361  12.8619  0.0023  -0.0001  -0.0063
O  10.3314  8.054  10.791  0.0051  0.0021  -0.0012
O  7.6993  9.4562  14.002  -0.0003  -0.0031  -0.0025
O  8.4127  6.2136  10.9514  -0.003  -0.0045  0.0001
O  5.3722  10.4867  20.1066  0.0013  0.0164  0.011
O  2.1728  3.7192  11.4198  0.0014  0.0019  -0.0036
O  8.2263  8.5643  19.4929  0.0098  0.0054  0.0132
O  6.4284  6.8003  20.5237  -0.003  -0.0181  -0.0069
O  5.5379  2.7298  15.3878  0.0029  0.0025  0
O  1.4114  0.9143  20.6948  -0.0001  -0.0036  -0.0044
O  6.0648  9.058  11.6282  -0.0013  0.0025  -0.0089
O  4.6951  5.0079  16.1317  0.002  0.0007  -0.0023
O  6.6811  3.8662  17.6126  0.0062  -0.0006  -0.008
O  10.5227  10.6574  11.8261  0.0033  -0.0008  -0.0005
O  5.6174  0.4959  13.9921  0.0008  0  -0.0014
O  8.0979  5.0318  15.8979  0.0028  -0.001  0.0014
O  9.7624  9.8097  15.5919  0.0035  -0.003  -0.003
O  -0.3353  5.1763  15.0917  0.004  0.0018  -0.0041
O  1.6478  6.8001  20.8125  -0.0072  -0.0019  -0.0119
O  1.552  0.639  17.1827  0.0024  0.0029  -0.002
O  6.6182  1.7584  20.8383  -0.0028  -0.0038  -0.0081
O  1.0286  1.7783  12.8311  -0.0035  -0.0031  -0.0008
O  3.2614  5.4894  18.3156  0.0058  -0.0015  -0.0045
O  9.5391  2.0079  11.5871  -0.004  -0.0014  -0.012
O  1.0356  3.1018  16.1778  0.0011  0.0052  -0.0027
O  8.6264  5.1556  13.3476  -0.0002  0.0001  -0.0017
O  10.3071  8.5643  13.3249  -0.0002  0.0008  0.0008
O  1.5115  9.3798  21.6641  -0.0149  0.0107  -0.023
O  10.3318  9.8707  20.2205  -0.0232  -0.0245  -0.0111
O  3.1803  0.2193  10.87  0.0017  -0.002  -0.0001
O  5.0799  2.3684  10.825  0  -0.007  -0.0032
O  1.783  4.1364  13.9067  -0.0016  -0.0014  0.0014
O  7.9261  10.8704  10.8451  -0.0032  0.0034  -0.0071
O  9.2044  4.4782  18.2295  -0.0015  0.0002  -0.0035
O  5.6701  9.4923  15.7693  0.0025  -0.0015  -0.0004
O  5.5345  -0.0272  9.7498  0.0126  -0.0046  -0.0059
O  3.6131  2.283  13.3875  -0.0006  0.003  -0.0019
O  2.0396  5.6333  16.0268  -0.0016  -0.0072  -0.0127
O  9.7327  1.0496  14.0539  0.0077  0.001  -0.0058
O  4.4158  6.9412  11.5276  0.0028  -0.0015  -0.0061
O  4.821  4.6235  20.2033  0.0137  0.0136  0.0033
O  9.9933  1.3317  16.665  0.0037  -0.0023  -0.0032
O  6.6815  4.3176  11.644  0.0022  -0.0009  -0.0057
O  5.6991  8.4467  18.574  0.0132  -0.0008  -0.0007
O  9.1014  2.7095  20.2382  0.0047  -0.0008  -0.0076
O  3.6569  1.1333  15.7978  0.0041  0.0011  0.0002
O  4.3039  3.0953  17.9192  0.0076  0.0059  -0.0049
O  10.023  7.2618  20.5725  -0.0213  0.0321  0.0072
O  3.3572  8.6633  9.8215  0.003  -0.0016  -0.0011
O  3.9692  7.4306  16.3865  0.004  0.0039  -0.0078
O  7.662  0.4764  15.7141  0.0015  -0.0011  -0.0017
O  8.9381  7.2896  15.0515  -0.0003  -0.0011  -0.0025
O  3.9981  1.41  21.3398  0.0163  0.0003  -0.0058
O  1.6041  9.1444  11.6951  -0.0067  0.0003  -0.0039
O  2.3224  6.1558  10.1983  0.008  -0.0031  0.0008
O  7.3845  6.4412  18.0633  0.0066  0.005  -0.0031
O  7.2768  4.3712  21.0585  -0.0095  -0.0045  -0.0139
O  4.5681  8.2317  13.7977  0.0032  -0.0018  -0.0069
O  3.4143  8.6121  19.9386  0.0047  0.0078  -0.0116
O  2.6362  3.2076  19.8954  0.0082  -0.0046  -0.0038
O  3.7958  10.3569  17.9796  0.0074  -0.004  0

Results
free energy: -130854.860 eV
free energy less fixed offsets of O -568.88, P -755.39, Si -635.61 eV per atom: 0.110 eV

The program warned: the cutoff lies below the one the program advises for these potential files; the forces do not sum to zero within the program's tolerance; the exchange-correlation potential is rough where the density is thin.
